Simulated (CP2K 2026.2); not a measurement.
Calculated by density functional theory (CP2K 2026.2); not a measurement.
Periodic cell of 503 atoms, Si360O143, from a study of silicon, its oxide and their interface. The atomic structure is a simulated model.
Doubt: the forces sum to 1.50 eV/angstrom along one axis rather than to zero, so they err by at least 0.0030 eV/angstrom per atom on average; the grid cutoff is modest.

Settings
functional: PBE
method: Gaussian and plane waves
basis set: DZVP-MOLOPT-SR-GTH
pseudopotentials: GTH-PBE
grid cutoff: 350 Ry, relative cutoff 50 Ry
k points: Gamma only
occupations: fixed
spin: none
net charge: 0

Cell vectors (angstrom)
a 16.32 0 0
b 0 16.32 0
c -7.8411 -7.6625 33.9682

Atoms and the computed forces on them: element, x, y, z (angstrom), force x, y, z (eV/angstrom)
Si 5.118 7.304 30.649 0.055 -0.051 0
Si 1.734 2.068 1.137 0.394 0.395 0.373
Si 8.362 4.47 32.461 -0.043 -0.088 -0.056
Si 0.417 6.806 0.691 0.064 -0.451 0.503
Si 15.122 9.263 1.465 -0.243 0.294 0.644
Si 0.681 12.919 1.302 -0.123 0.253 0.517
Si -4.568 3.309 29.826 0.112 -0.061 -0.033
Si 0.863 -4.338 30.916 0.111 0.073 -0.05
Si -1.844 -3.955 31.994 0.048 -0.092 0.012
Si 9.85 8.798 1.65 -0.07 0.011 -0.047
Si 6.056 11.081 0.862 -0.081 0.278 0.571
Si -0.89 0.436 31.746 -0.044 0.06 0.068
Si 2.259 -4.12 33.649 -0.44 0.089 0.583
Si 1.682 4.737 33.095 -0.004 -0.005 0.102
Si 7.183 6.035 1.688 0.03 -0.085 -0.023
Si 11.621 7.182 1.685 -0.25 0.077 0.567
Si 11.758 11.832 0.938 -0.221 -0.438 0.441
Si 12.153 1.378 0.917 0.345 0.285 0.621
Si 0.094 -0.084 2.678 -0.478 -0.163 0.334
Si 3.087 3.129 2.762 -0.387 -0.304 0.094
Si -0.01 5.436 2.603 0.004 0.025 -0.064
Si 3.34 8.742 2.956 0.085 0.2 0.661
Si -0.084 11.041 2.624 0.024 -0.023 0.052
Si 2.627 13.653 2.588 -0.29 -0.403 0.249
Si 6.004 0.712 2.886 0.328 0.112 0.595
Si 7.799 2.468 2.964 -0.024 -0.001 -0.063
Si 5.377 5.216 3.017 0.389 0.342 0.152
Si 8.102 7.875 2.884 -0.062 0.026 -0.014
Si 5.057 10.46 2.922 -0.008 -0.003 -0.127
Si 8.534 14.095 2.633 0.021 -0.044 -0.003
Si 10.401 -0.43 2.779 -0.28 -0.233 0.433
Si 13.543 2.575 2.499 -0.066 -0.002 -0.117
Si 12.245 4.004 3.938 0.047 0.012 -0.015
Si 13.495 8.154 2.803 0.027 -0.046 -0.022
Si 10.776 10.685 2.716 -0.007 0.058 -0.072
Si 14.908 12.272 4.11 -0.025 0.023 -0.014
Si 14.961 1.324 3.928 0.048 -0.021 0.001
Si 1.432 4.226 4.041 0.007 -0.049 -0.019
Si 14.936 6.754 4.024 0.018 0.004 -0.011
Si 1.396 9.681 3.977 -0.011 -0.055 -0.04
Si 13.685 13.682 2.652 0.183 0.317 0.427
Si 1.383 14.942 4.136 -0.031 -0.022 -0.037
Si 4.161 1.517 4.132 0.017 -0.042 -0.035
Si 6.762 3.986 4.422 -0.023 -0.08 -0.063
Si 4.173 6.88 4.185 0 0.026 -0.041
Si 6.793 9.427 4.121 0.012 -0.031 0.057
Si 3.995 12.254 4.007 -0.029 0.056 -0.034
Si 6.902 15.118 4.033 -0.023 0.045 -0.051
Si 9.454 1.281 4.129 -0.079 -0.026 0.01
Si 10.638 5.312 2.803 -0.005 -0.003 -0.029
Si 9.493 6.69 4.317 -0.018 -0.024 0.012
Si 12.246 9.569 4.171 -0.005 0.009 -0.015
Si 9.487 12.279 3.93 -0.024 0.051 0.011
Si 12.178 14.908 4.007 -0.015 -0.034 0.018
Si 13.592 -0.021 5.336 0.014 -0.003 -0.002
Si 0.019 2.744 5.291 -0.001 0.023 0.017
Si 13.584 5.379 5.364 -0.015 0.009 0.019
Si 0.02 8.206 5.305 0.034 0.008 -0.028
Si 13.594 10.92 5.503 0.01 0.036 0.008
Si -0.005 13.594 5.463 -0.005 -0.05 0.017
Si 2.77 0.053 5.386 0.034 0.013 0.014
Si 5.367 2.717 5.725 0.025 -0.039 0.068
Si 2.718 5.555 5.483 -0.023 -0.02 0.031
Si 5.528 8.13 5.598 0.007 0.037 0.02
Si 2.682 10.959 5.474 0.03 -0.03 0.012
Si 5.444 13.671 5.27 -0.009 0.004 0.024
Si 8.16 -0.001 5.588 0.024 0.009 0.049
Si 10.907 2.667 5.372 0.034 -0.003 0.005
Si 8.161 5.373 5.666 -0.007 0.059 -0.008
Si 10.891 8.16 5.494 0.014 0.033 0.014
Si 8.152 10.913 5.344 0.028 -0.002 0.029
Si 10.885 13.523 5.406 -0.024 0.009 0
Si -1.383 -1.342 6.764 -0.01 -0.016 0.013
Si 1.363 1.399 6.722 -0.03 0.037 -0.022
Si -1.344 4.053 6.726 -0.001 0.01 -0.024
Si 1.327 6.887 6.788 0.003 0.017 0.003
Si -1.327 9.517 6.754 0.015 -0.041 0.011
Si 1.343 12.266 6.853 -0.038 0.016 0.015
Si 4.114 -1.336 6.736 0 -0.019 0.007
Si 6.795 1.334 6.949 -0.014 -0.024 0.011
Si 4.004 4.164 6.914 0.019 0.028 -0.015
Si 6.819 6.772 6.97 0.017 0.034 0.035
Si 4.075 9.554 6.8 -0.008 -0.014 0.017
Si 6.774 12.28 6.697 -0.003 -0.017 -0.025
Si 9.558 -1.413 6.818 -0.007 -0.013 -0.058
Si 12.263 1.329 6.75 0.011 0.002 -0.011
Si 9.587 3.986 6.855 0.01 -0.024 0.011
Si 12.27 6.764 6.781 0.013 -0.033 -0.01
Si 9.505 9.562 6.776 -0.031 0.017 0.009
Si 12.225 12.25 6.843 -0.019 -0.009 0.021
Si 0.002 0.032 8.099 0.004 -0.004 -0.014
Si 2.658 2.74 8.185 0.003 -0.012 -0.014
Si -0.017 5.454 8.11 -0.01 0.002 0.009
Si 2.71 8.201 8.169 -0.002 0.01 0.006
Si -0.008 10.872 8.167 -0.01 -0.011 0
Si 2.741 13.644 8.133 0.018 0.015 -0.019
Si 5.424 -0.044 8.216 0.021 -0.001 0.013
Si 8.194 2.693 8.237 0 -0.011 0.027
Si 5.41 5.452 8.275 0.008 -0.006 0.022
Si 8.19 8.203 8.201 0.004 0.003 -0.001
Si 5.445 10.929 8.126 0.015 0.004 -0.01
Si 8.152 13.57 8.139 -0.018 0.005 0
Si 10.914 -0.023 8.147 -0.015 -0.002 0.002
Si 13.62 2.704 8.115 0.013 0 -0.011
Si 10.919 5.416 8.165 -0.019 0.025 -0.002
Si 13.632 8.145 8.123 -0.005 0.017 0.001
Si 10.867 10.878 8.174 -0.005 -0.009 0.017
Si 13.596 13.626 8.161 0.01 -0.001 0.013
Si -1.362 1.352 14.932 -0.019 0.003 -0.009
Si 1.354 4.062 14.914 0.018 -0.006 -0.008
Si -1.41 6.812 14.967 0.004 0.014 0.014
Si 1.355 9.581 14.936 -0.001 -0.001 -0.012
Si -1.368 12.213 14.965 0.003 0.004 -0.006
Si 1.363 -1.375 14.938 0.013 -0.005 0.007
Si 4.112 1.359 14.948 0.011 -0.003 0.009
Si 6.853 4.12 14.958 0.001 -0.013 -0.006
Si 4.131 6.841 14.925 0.003 -0.004 -0.012
Si 6.825 9.54 14.94 -0.018 0.007 -0.016
Si 4.07 12.273 14.969 0.015 -0.022 -0.005
Si 6.805 -1.334 14.998 -0.005 -0.001 0.012
Si 9.524 1.369 14.961 0.003 0.006 -0.005
Si 12.207 4.083 14.985 -0.004 -0.008 -0.004
Si 9.548 6.778 14.999 0.025 -0.017 -0.002
Si 12.229 9.501 15 -0.022 0.004 -0.002
Si 9.517 12.22 14.99 0 -0.007 -0.003
Si 12.234 -1.384 14.953 0.008 0.005 -0.008
Si -2.718 -0.015 16.278 0.013 -0.003 -0.017
Si -0.012 2.714 16.285 0.017 -0.015 -0.016
Si -2.773 5.448 16.347 -0.013 0.011 0.017
Si -0.052 8.24 16.249 0.01 -0.008 -0.017
Si -2.73 10.86 16.357 0.017 -0.012 0.007
Si 0.013 -2.751 16.303 -0.033 0.001 -0.017
Si 2.741 -0.023 16.277 -0.007 0.002 0.005
Si 5.493 2.746 16.278 0 0.024 -0.004
Si 2.758 5.432 16.191 0.01 0.006 -0.022
Si 5.5 8.194 16.311 0.006 -0.004 -0.015
Si 2.706 10.926 16.336 -0.026 0.007 0.011
Si 5.423 -2.691 16.34 -0.017 0.004 0.011
Si 8.195 0.02 16.354 0.002 0.014 -0.017
Si 10.854 2.717 16.357 -0.012 -0.015 0.002
Si 8.206 5.44 16.4 -0.029 0.013 0.009
Si 10.894 8.123 16.389 0.015 0.024 -0.003
Si 8.146 10.869 16.354 -0.005 -0.026 -0.014
Si 10.874 -2.733 16.334 -0.021 0.005 -0.019
Si -1.338 -1.363 17.609 0.02 -0.004 -0.015
Si 1.404 1.366 17.592 0.032 -0.031 0.006
Si -1.419 4.038 17.634 0.024 0.007 0.063
Si 1.357 6.823 17.415 0.018 0.021 -0.036
Si -1.376 9.51 17.754 -0.009 -0.014 0.007
Si 1.313 12.23 17.753 0.034 -0.011 0
Si 4.018 -1.386 17.72 0 0.011 0.002
Si 6.837 1.412 17.683 0.029 0.009 0.001
Si 4.139 4.14 17.587 -0.002 -0.031 -0.017
Si 6.848 6.858 17.725 0.035 0.011 -0.006
Si 4.144 9.589 17.626 -0.002 -0.022 -0.009
Si 6.818 12.297 17.685 0.02 0.045 -0.002
Si 9.549 -1.36 17.721 -0.004 -0.01 -0.049
Si 12.226 1.307 17.643 -0.006 -0.017 -0.022
Si 9.545 4.058 17.807 0.02 -0.025 0.047
Si -4.063 6.799 17.819 -0.038 0.012 0.007
Si 9.462 9.446 17.707 -0.064 -0.023 0.006
Si 12.217 12.224 17.697 -0.02 0.032 0.034
Si 0.072 -0.025 18.926 -0.006 0.002 0.01
Si 2.792 2.754 18.882 -0.019 -0.063 0.004
Si 0.01 5.51 18.759 0.018 0.023 0.039
Si 2.729 8.119 18.749 0.049 -0.027 0.01
Si -0.047 10.865 19.152 -0.012 0.009 0.009
Si 2.631 -2.723 19.153 0.004 0.028 0.013
Si 5.425 0.042 18.946 0.004 -0.013 -0.001
Si 8.164 2.695 19.188 -0.03 0.021 0.011
Si 5.46 5.492 18.996 0.043 0.001 -0.003
Si 8.169 8.142 19.233 0.082 0.007 0.007
Si 5.448 10.987 19.044 -0.041 -0.076 0.044
Si 8.153 -2.664 19.09 -0.033 -0.011 0.011
Si 10.967 -0.063 19.084 -0.025 0.01 0.012
Si -2.767 2.63 19.012 -0.014 -0.016 0.009
Si 10.915 5.413 19.209 -0.024 -0.017 0.002
Si -2.647 8.125 19.208 0.01 -0.011 0.014
Si 10.81 10.815 18.992 0.028 0.041 0.036
Si -2.693 -2.696 18.979 -0.031 0.02 0.034
Si -1.286 1.293 20.26 -0.076 0.002 -0.029
Si 2.433 5.669 21.534 -0.021 -0.072 0
Si -1.149 6.661 20.446 -0.033 0.048 0.088
Si 1.418 9.339 20.212 -0.003 -0.079 0.023
Si -1.441 -4.013 20.468 0.032 -0.013 0.002
Si 1.257 -1.316 20.506 -0.044 -0.043 0.037
Si 4.098 1.414 20.28 0.01 0.012 0.005
Si 6.719 4.155 20.448 -0.019 -0.038 -0.006
Si 4.013 6.846 20.233 -0.044 0 0.008
Si 6.775 9.649 20.467 0.027 -0.03 -0.003
Si 4.014 -4.078 20.495 0.006 -0.045 0.022
Si 6.701 -1.272 20.373 0.063 0.005 -0.004
Si 9.604 1.225 20.467 -0.006 0.035 0.068
Si -3.983 3.998 20.508 0.087 -0.01 0.086
Si 9.507 6.698 20.672 -0.043 0.011 0.002
Si -4.146 9.531 20.416 -0.018 -0.062 0.021
Si 9.538 -4.079 20.383 0.013 -0.017 0.039
Si -3.941 -1.363 20.486 0.101 -0.005 -0.01
Si -2.142 -0.342 21.739 -0.032 -0.004 0.082
Si -0.144 3.017 21.34 -0.002 0.036 0.046
Si -1.891 4.709 21.557 -0.036 0.005 -0.096
Si 0.757 7.508 21.608 -0.045 -0.217 -0.584
Si -3.293 11.372 21.613 -0.002 0.032 -0.01
Si -0.587 -2.232 21.789 -0.035 0.238 -0.527
Si 2.56 0.301 21.635 -0.071 0.018 -0.02
Si 5.269 2.845 21.735 -0.087 0.025 -0.032
Si 1.387 4.185 20.043 0.053 0.001 0.013
Si 4.858 8.698 21.415 -0.005 0.013 0.009
Si 3.085 10.297 21.522 0.231 0.096 -0.515
Si 5.206 -2.475 21.755 -0.065 0.024 -0.013
Si 8.092 -0.022 21.816 -0.063 -0.035 -0.016
Si 10.78 2.752 21.842 -0.336 0.178 -0.365
Si 8 5.343 22.044 -0.031 -0.023 0.154
Si 10.982 8.095 21.879 0.021 -0.027 -0.753
Si 8.01 11.16 21.824 -0.012 -0.02 0.055
Si -4.946 -3.189 21.586 0.019 -0.021 -0.015
Si 2.513 0.736 27.948 0.004 -0.079 -0.003
Si 1.552 2.134 22.775 -0.036 0.054 -0.025
Si 0.376 1.183 24.567 -0.049 0.183 -0.593
Si 1.926 8.926 23.894 -0.013 0.181 -0.265
Si -3.298 10.905 23.909 -0.609 0.182 -0.336
Si -5.542 -4.896 24.705 0.077 0.056 -0.042
Si 3.948 -0.902 23.076 -0.159 -0.068 -0.703
Si 7.152 1.876 22.883 0.007 0.015 -0.045
Si 3.326 3.841 22.929 -0.136 -0.058 -0.464
Si 8.921 3.474 23.11 -0.094 -0.194 -0.605
Si 0.885 9.766 28.779 0.073 -0.051 0.061
Si 6.882 -3.451 23 0.255 0.216 -0.492
Si 8.483 -1.737 23.474 0.01 0.005 0.021
Si -6.243 0.318 27.17 -0.011 0.087 -0.028
Si -3.835 2.932 24.299 -0.146 -0.006 -0.077
Si -3.311 7.754 24.176 -0.037 0.174 -0.077
Si 9.203 10.121 23.548 0.072 0.687 -0.209
Si 10.612 -2.726 23.761 -0.451 -0.397 -0.152
Si 7.041 -2.749 33.295 0.026 -0.259 0.521
Si 6.691 5.796 23.997 0.371 -0.08 -0.542
Si -0.094 5.048 28.703 0.006 -0.079 -0.021
Si 6.379 8.153 33.284 0.201 -0.388 0.447
Si 8.807 8.903 31.434 -0.069 0.065 0.002
Si 7.106 8.456 25.226 -0.019 -0.115 -0.102
Si -3.223 -4.279 28.551 0.006 0.035 0.047
Si -4.545 -2.825 30.722 0.028 0.037 -0.007
Si -4.216 7.766 27.088 0.255 -0.058 0.057
Si 3.966 -6.553 29.245 -0.158 -0.009 0.04
Si 4.725 7.934 23.562 0.034 0.296 -0.464
Si 8.712 -5.402 29.27 0.046 -0.13 -0.129
Si -0.601 0.495 28.653 -0.415 0.561 -0.043
Si 5.904 2.87 32.988 -0.081 -0.006 -0.014
Si -1.786 2.602 28.473 0.302 -0.491 0.127
Si 8.829 4.207 1.599 -0.02 -0.003 -0.078
Si 0.774 1.861 33.799 0.376 -0.276 0.434
Si 15.293 3.725 1.309 -0.383 0.236 0.139
Si 3.243 7.518 0.025 0.065 0.019 -0.026
Si 3.179 -3.491 26.932 -0.008 -0.012 0.632
Si 9.171 2.085 30.601 -0.021 0.097 -0.067
Si 2.286 -1.019 25.62 0.064 -0.016 -0.002
Si 4.273 -0.777 30.075 0.038 -0.107 -0.118
Si -3.312 2.254 32.434 0.061 -0.121 0.018
Si 6.42 9.971 27.591 -0.051 0.061 0.013
Si -2.732 -6.444 30.805 0.124 -0.011 -0.037
Si -6.18 -0.503 30.267 0.121 -0.108 -0.103
Si -4.912 -7.166 32.756 0.072 0.09 0.094
Si -2.074 5.182 23.794 0.126 -0.195 -0.43
Si 6.123 -3.662 25.958 -0.118 -0.019 -0.04
Si 4.748 15.303 0.767 -0.011 0.024 0.146
Si -1.858 0.673 23.924 0.423 -0.248 -0.574
Si -3.91 -0.926 25.685 -0.066 0.009 0.021
Si 8.91 -3.083 30.906 0.095 0.04 0.016
Si -5.36 -5.608 26.943 -0.231 0.366 -0.443
Si 15.289 14.724 1.278 0.083 0.01 -0.065
Si 8.006 6.445 30.033 -0.127 -0.127 -0.143
Si 10.133 3.129 26.067 -0.022 0.015 -0.207
Si 1.283 -5.496 26 -0.049 0.027 0.032
Si -1.566 7.807 28.945 -0.042 0.004 -0.052
Si 6.026 1.009 24.676 0.435 0.278 -0.475
Si -0.807 -3.57 24.702 -0.092 0.029 -0.101
Si 3.33 -3.579 29.276 -0.163 -0.012 -0.688
Si -5.963 5.408 28.295 -0.011 -0.074 0.05
Si 4.969 3.753 25.492 0.058 0.109 -0.12
Si -1.917 -1.694 33.734 0.461 0.158 0.543
Si 7.833 -1.171 25.659 0.098 -0.077 -0.701
Si 7.162 13.263 0.738 0.203 -0.271 0.75
Si -1.793 -2.156 27.227 -0.011 -0.008 0.054
Si 6.149 1.602 30.084 -0.015 -0.012 0.139
Si 4.167 -1.731 32.893 0.006 -0.045 -0.016
Si 4.187 3.26 28.323 -0.015 0.004 -0.043
Si -0.548 3.704 26.092 -0.012 0.047 0.046
Si 2.725 5.329 30.16 -0.147 0.011 -0.116
Si -1.351 1.362 9.5 -0.011 0.005 0.007
Si 1.318 4.109 9.532 0.004 -0.001 0.007
Si -1.356 6.796 9.51 0.015 -0.01 -0.002
Si 1.355 9.538 9.538 0.008 0.006 0.01
Si -1.372 12.243 9.506 0 -0.003 0.007
Si 1.362 -1.325 9.478 0.001 -0.014 -0.005
Si 4.055 1.367 9.517 0.011 0.003 -0.005
Si 6.813 4.074 9.562 0.008 0.021 -0.001
Si 4.052 6.845 9.57 0.006 -0.004 0.01
Si 6.799 9.567 9.519 -0.004 0.001 -0.003
Si 4.089 12.273 9.503 -0.016 -0.003 0.004
Si 6.814 -1.393 9.537 -0.023 -0.002 0.007
Si 9.558 1.318 9.545 -0.011 0.002 0.007
Si 12.278 4.061 9.511 -0.003 -0.013 0.001
Si 9.557 6.805 9.514 -0.003 0 -0.005
Si 12.254 9.503 9.49 0.003 -0.007 -0.004
Si 9.505 12.231 9.533 -0.003 -0.006 0.005
Si 12.248 -1.356 9.542 0.007 0.009 0.013
Si 13.613 0.008 10.883 0.012 -0.008 0.009
Si -0.022 2.731 10.887 -0.012 0.017 0.01
Si 13.607 5.439 10.877 0.009 0.008 0.003
Si -0.001 8.158 10.88 0.002 -0.006 0.001
Si 13.591 10.876 10.864 -0.002 0.004 -0.002
Si 0.004 13.619 10.838 0.013 0.001 -0.012
Si 2.711 0.007 10.874 -0.023 0.017 -0.001
Si 5.436 2.71 10.887 0.015 -0.012 0
Si 2.699 5.455 10.903 -0.004 0 0.006
Si 5.447 8.204 10.891 -0.021 0.014 0.01
Si 2.726 10.91 10.865 -0.004 -0.01 -0.003
Si 5.449 13.593 10.896 0.023 -0.004 0.001
Si 8.175 -0.024 10.893 0.009 -0.007 0.002
Si 10.909 2.709 10.876 -0.001 0.002 -0.004
Si 8.183 5.458 10.878 -0.015 0.008 -0.003
Si 10.904 8.159 10.876 0.008 -0.024 0.001
Si 8.158 10.888 10.914 0 -0.008 0.016
Si 10.872 13.597 10.888 -0.01 0.002 0.004
Si -1.358 -1.372 12.229 0.003 0.009 0.001
Si 1.354 1.358 12.227 0.024 -0.01 0.004
Si -1.373 4.089 12.255 -0.015 -0.002 0.011
Si 1.35 6.817 12.267 -0.01 0.004 0.01
Si -1.371 9.52 12.23 0.004 -0.008 0.002
Si 1.359 12.27 12.21 0.006 0.002 -0.008
Si 4.089 -1.346 12.231 0.002 -0.009 -0.003
Si 6.815 1.359 12.236 -0.016 0.002 -0.002
Si 4.089 4.089 12.244 0.004 -0.003 0.001
Si 6.83 6.83 12.229 0.015 -0.01 0
Si 4.079 9.558 12.241 0.001 0.015 0.001
Si 6.8 12.249 12.273 -0.027 0.004 0.006
Si 9.52 -1.373 12.27 -0.007 0.004 0.006
Si 12.253 1.361 12.252 0.005 0.012 0.001
Si 9.539 4.079 12.223 0.006 0.002 -0.015
Si 12.24 6.793 12.239 -0.007 0.01 -0.006
Si 9.54 9.513 12.245 0.007 -0.023 -0.006
Si 12.232 12.222 12.241 0.002 -0.01 0.001
Si -0.001 -0.011 13.584 -0.004 -0.004 -0.002
Si 2.729 2.704 13.582 -0.021 -0.012 -0.003
Si -0.022 5.457 13.613 0.008 -0.012 0.003
Si 2.725 8.196 13.601 0.013 0.004 0.003
Si -0.006 10.905 13.561 0.014 0.007 -0.008
Si 2.726 -2.709 13.576 0.002 0.012 -0.009
Si 5.464 0.001 13.594 0.019 0.022 -0.004
Si 8.178 2.732 13.589 0.001 0.002 -0.01
Si 5.479 5.464 13.58 0.004 0.012 0.005
Si 8.197 8.156 13.621 -0.001 0.021 0.003
Si 5.431 10.898 13.621 -0.008 -0.02 0.002
Si 8.157 -2.721 13.645 -0.01 -0.014 0.01
Si 10.887 0 13.608 -0.004 0.004 -0.001
Si -2.734 2.734 13.619 0.011 0.012 0.002
Si 10.878 5.434 13.599 -0.011 -0.016 -0.004
Si -2.744 8.166 13.596 -0.007 -0.025 0.002
Si 10.882 10.869 13.625 0 -0.001 -0.01
Si -2.72 -2.74 13.595 -0.007 -0.007 -0.004
O 9.097 -0.811 26.586 -0.1 -0.372 0.213
O -6.038 -0.871 33.791 0.116 -0.36 -0.377
O 5.412 0.316 1.401 -0.001 0.349 -0.41
O 4.259 4.213 2.282 -0.172 0.017 -0.477
O 3.595 4.143 29.524 0.156 -0.288 0.206
O 3.111 8.281 1.423 -0.169 -0.057 -0.109
O 7.211 9.954 0.554 -0.172 -0.137 0.312
O 11.078 0.26 1.432 -0.385 -0.003 -0.387
O 10.578 12.769 0.307 -0.209 0.494 0.269
O -4.729 -1.657 24.522 0.126 0.21 -0.265
O 4.66 -3.121 26.379 0.046 0.249 -0.08
O 12.942 12.763 1.501 0.055 -0.073 -0.078
O -3.99 7.293 25.562 -0.212 -0.278 0.054
O 0.708 8.166 23.13 -0.5 -0.022 0.409
O -2.197 -4.397 24.569 -0.048 0.087 0.274
O -0.419 -2.749 23.355 0.199 0.132 0.218
O -2.403 2.202 24.177 0.293 0.18 -0.126
O -4.653 2.172 23.114 -0.009 -0.377 0.12
O -4.229 7.405 22.873 0.022 -0.304 0.014
O 5.498 7.234 32.241 -0.264 -0.325 0.139
O 0.553 -5.709 30.113 -0.484 -0.061 0.21
O 6.659 1.825 33.948 0.101 -0.26 -0.197
O 0.116 8.317 1.206 0.468 0.223 0.095
O 3.713 4.094 24.519 -0.447 0.056 0.046
O 3.066 -1.535 24.3 -0.159 -0.509 0.102
O -4.15 3.139 31.376 -0.345 0.183 0.212
O 0.951 -0.23 25.165 -0.393 -0.279 -0.055
O -3.537 4.523 24.165 -0.414 0.155 -0.088
O 5.459 2.456 28.902 0.361 0.138 -0.133
O 4.768 8.858 30.317 0.151 0.318 0.34
O 7.478 6.91 24.894 0.661 -0.108 0.393
O -4.371 -3.355 29.214 -0.29 0.158 -0.549
O -0.812 3.684 29.279 0.189 -0.195 0.336
O -1.16 6.24 28.999 -0.412 -0.191 0.283
O -4.808 0.149 26.459 0.096 0.421 -0.073
O -6.182 4.372 27.081 -0.014 -0.018 0.06
O -1.961 1.657 31.756 -0.02 0.377 -0.165
O 8.918 -1.528 30.481 -0.453 0.264 -0.094
O 0.19 4.732 27.123 0.523 0.383 -0.242
O 4.998 0.067 23.844 0.094 0.098 -0.165
O 0.346 2.412 25.676 0.477 -0.046 0.18
O 2.307 5.092 31.683 -0.083 0.062 0.189
O -0.911 -2.536 25.935 0.555 0.372 -0.144
O -3.2 -3.257 31.465 0.116 -0.047 -0.084
O 3.063 0.025 26.591 0.254 0.359 -0.169
O -4.776 -1.214 30.691 0.203 0.174 0.22
O 9.801 -5.444 28.074 0.021 0.091 -0.046
O -1.829 3.121 26.917 -0.368 -0.244 -0.187
O 7.905 -3.419 32.105 -0.243 -0.506 0.151
O 2.074 -2.354 26.515 -0.592 0.05 0.151
O -0.175 8.566 28.58 0.297 -0.018 -0.129
O 7.326 -6.142 28.901 -0.141 -0.214 0.475
O 2.95 -2.756 33.115 -0.044 0.305 -0.036
O 5.954 14.299 0.388 -0.13 -0.102 -0.347
O -0.95 4.548 24.781 0.378 -0.042 -0.291
O 0.305 5.533 33.388 -0.35 0.474 -0.526
O 3.732 14.588 1.797 0.13 0.014 0.077
O 4.37 6.358 0.062 -0.15 -0.3 0.339
O 1.913 -3.412 30.083 -0.33 0.593 0.108
O -6.022 2.623 29.565 -0.207 -0.152 -0.564
O -4.219 -6.668 31.385 -0.292 0.231 -0.393
O -0.535 -3.545 31.125 -0.205 0.622 -0.426
O 2.46 10.244 23.07 0.012 0.515 0.327
O -1.715 -3.307 33.473 0.294 -0.297 0.317
O -3.913 8.085 33.43 0.152 -0.226 -0.153
O -4.893 4.836 29.396 0.196 0.489 0.193
O -1.883 -3.426 28.237 0.559 -0.095 0.375
O -1.947 -5.58 31.953 0.437 -0.467 0.491
O 1.308 0.653 1.825 0.245 -0.191 0.088
O 5.232 6.388 23.595 -0.424 -0.127 -0.276
O -6.974 4.815 33.692 0.426 -0.145 -0.166
O -2.914 3.259 33.642 -0.327 0.517 -0.08
O 7.482 8.941 32.369 0.104 0.2 0.139
O 7.689 -1.283 33.639 0.025 0.252 -0.322
O -4.2 0.992 32.919 -0.227 -0.043 -0.316
O 0.311 2.821 0.859 -0.124 -0.067 -0.418
O 12.166 6.92 0.171 0.453 0.449 -0.175
O 11.285 2.503 0.115 0.081 0.146 -0.255
O -2.792 7.937 27.874 0.146 -0.024 -0.262
O 8.19 9.481 24.645 -0.162 0.199 0.402
O 1.453 -4.735 32.378 -0.132 -0.756 0.007
O 5.704 2.208 31.529 -0.109 0.138 0.037
O 4.861 9.703 27.9 -0.225 -0.334 -0.355
O 5.236 2.159 25.495 -0.006 -0.326 0.422
O 2.757 -4.856 26.164 0.411 -0.463 -0.194
O 0.674 -5.595 27.491 -0.211 0.209 0.172
O 8.644 7.905 30.185 0.436 0.113 -0.329
O 9.531 1.803 26.791 -0.352 -0.069 0.092
O 7.754 1.742 29.893 -0.004 0.008 -0.464
O -5.012 9.147 26.98 -0.352 -0.207 0.031
O 5.383 -7.036 33.915 0.035 0.012 -0.375
O 1.408 3.154 33.082 0.155 -0.012 -0.487
O -5.278 -5.927 33.743 0.26 0.459 -0.274
O -4.658 2.775 25.664 0.432 0.037 0.43
O -6.506 0.747 31.228 -0.014 0.012 0.472
O 6.533 -4.998 26.735 0.263 -0.07 0.064
O 6.314 4.504 24.93 0.405 -0.37 -0.105
O 5.669 0.051 29.945 0.404 -0.382 -0.149
O 8.947 3.144 31.775 0.297 -0.25 0.331
O -6.096 0.018 28.742 0.043 0.104 0.079
O 6.79 0.074 25.753 0.089 -0.057 0.444
O 9.172 -6.02 30.706 0.126 0.35 0.253
O -2.022 6.791 24.027 0.504 0.302 0.03
O -1.521 -0.902 32.377 -0.112 -0.405 -0.406
O 3.742 6.581 30.207 -0.125 0.305 -0.28
O 0.418 0.806 32.625 0.427 -0.406 -0.156
O 0.902 0.696 28.061 0.032 0.24 -0.024
O 0.368 -4.615 25.024 0.056 -0.143 -0.536
O 4.49 3.275 33.662 -0.398 -0.132 -0.454
O -0.462 0.146 30.231 0.355 -0.246 0.089
O -3.941 -4.862 27.241 0.39 -0.075 -0.247
O 3.946 -5.013 29.777 0.014 -0.006 0.346
O 6.831 4.197 32.918 -0.112 0.598 0.268
O -1.232 -0.814 27.919 -0.191 0.06 0.007
O 3.134 -0.017 29.231 -0.311 -0.063 0.12
O -3.337 -1.959 26.776 -0.48 -0.287 0.058
O 3.002 2.263 27.88 -0.319 0.252 -0.291
O 3.846 -0.797 31.627 -0.445 0.492 0.091
O 4.63 4.145 27.03 0.145 0.463 0.064
O -5.886 -3.472 31.354 0.066 -0.546 0.581
O -5.236 6.748 27.793 -0.025 0.089 -0.04
O 1.415 9.357 25.351 -0.216 -0.492 0.279
O 9.324 3.55 24.718 -0.027 0.097 0.368
O -2.793 -5.518 29.486 0.095 -0.248 -0.25
O -2.065 8.461 30.362 -0.208 -0.388 0.432
O 7.027 8.694 26.813 0.225 -0.407 0.383
O 6.214 -4.029 24.39 -0.339 -0.478 -0.05
O 8.854 5.692 28.874 -0.282 -0.142 -0.273
O -3.342 2.665 28.972 -0.242 -0.394 -0.305
O 7.178 -2.499 26.315 0.23 -0.08 0.601
O 8.441 -3.849 29.571 -0.225 0.311 -0.327
O 1.33 5.481 29.347 -0.063 0.136 -0.025
O 8.295 5.685 31.424 0.143 0.062 0.356
O 2.445 9.28 28.903 -0.05 -0.34 0.011
O 5.643 8.78 24.602 -0.232 0.533 0.032
O 3.178 7.911 24.049 0.055 -0.497 0.482
O -2.926 9.33 24.229 0.225 -0.13 0.232
O 6.39 6.643 29.833 -0.205 -0.312 -0.326
O 9.985 8.861 22.896 0.065 -0.223 0.124
O -6.295 8.42 32.375 0.09 -0.47 0.198
O -2.611 -0.232 25.042 0.162 0.042 0.264
O 5.539 -2.562 32.722 -0.02 -0.108 -0.429
O 4.346 -2.342 29.616 0.522 -0.056 -0.156

Results
total energy: -101210.309 eV
total energy less fixed offsets of O -438.35, Si -107.03 eV per atom: 4.541 eV
